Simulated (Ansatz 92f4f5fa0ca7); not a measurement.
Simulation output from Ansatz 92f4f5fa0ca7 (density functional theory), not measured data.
Periodic cell of 220 atoms, Si132O88, from a study of silicon, its oxide and their interface. The atomic structure is a simulated model.

Settings
functional: r2SCAN
potential files: Ansatz PAW
basis: plane waves
wave-function cutoff: 800 eV
density cutoff ratio: 5
exchange-correlation grid ratio: 1
k mesh: 1 x 1 x 1, shifted by 0.5 0.5 0 of a step
self-consistency stop: 1e-10 eV per atom in the density residual
occupations: fixed
spin: none
net charge: 0

Cell vectors (angstrom)
a 10.888 0 0
b 0 10.888 0
c 0 0 31.7746

Atoms: element, x, y, z (angstrom)
Si 1.6148 1.5952 1.5159
Si 4.4971 -4.8163 -1.8405
Si 0.6889 5.4177 -0.3641
Si 2.8062 7.9836 -0.0092
Si 5.8425 -0.339 0.0859
Si 7.4282 3.6695 -1.543
Si 6.0411 5.199 -0.3508
Si 7.5516 8.7326 0.0833
Si -0.6983 0.4115 -0.0443
Si 3.9492 3.7241 1.5674
Si 1.4139 6.7683 1.4028
Si 4.0922 9.5058 1.2555
Si 6.8588 1.2837 1.4258
Si 9.4828 3.9342 1.3408
Si 6.8032 6.8009 1.2659
Si 9.3952 9.5844 1.3756
Si 0.0435 2.7855 2.7944
Si 2.7547 -0.0622 2.7076
Si -0.0596 8.1396 2.6317
Si 2.7511 5.395 2.7568
Si 5.5038 2.5947 2.8492
Si 8.1409 -0.0374 2.8678
Si 5.3791 8.0854 2.6741
Si 8.1795 5.4318 2.6444
Si 1.3938 4.0963 4.1747
Si 4.1115 1.2426 4.1592
Si 1.3418 9.48 4.0149
Si 4.0825 6.7607 4.0968
Si 6.8407 4.0794 4.0701
Si 9.5621 1.3652 4.0971
Si 6.7476 9.4417 4.1088
Si 9.5275 6.7752 4.051
Si 0.0382 -0.0083 5.4095
Si 2.7661 2.6863 5.4707
Si 0.0029 5.4598 5.4742
Si 2.7069 8.1408 5.4101
Si 5.4391 -0.0937 5.5303
Si 8.1897 2.7111 5.4317
Si 5.4747 5.4302 5.4338
Si 8.1728 8.1286 5.4407
Si 1.3856 1.3289 6.8056
Si 4.1216 4.0847 6.8022
Si 1.3631 6.8337 6.8123
Si 4.0536 9.4428 6.8487
Si 6.8291 1.3446 6.7969
Si 9.5248 4.0645 6.7953
Si 6.8186 6.775 6.8108
Si 9.5362 9.5601 6.7617
Si 0.0225 2.7255 8.132
Si 2.7087 -0.0511 8.1795
Si -0.0055 8.2201 8.132
Si 2.7609 5.4785 8.1443
Si 5.4852 2.7264 8.1471
Si 8.2094 0.0273 8.1716
Si 5.4749 8.1277 8.2005
Si 8.146 5.3869 8.155
Si 1.3733 4.1233 9.4519
Si 4.1167 1.339 9.4306
Si 1.3157 9.5327 9.5854
Si 4.124 6.776 9.5832
Si 6.8045 4.0621 9.5877
Si 9.5444 1.435 9.5451
Si 6.8662 9.5188 9.5172
Si 9.5046 6.8199 9.3903
Si -0.0796 0.0305 10.9353
Si 2.7202 2.6895 10.7119
Si 0.0396 5.5973 10.7346
Si 2.765 8.1891 10.8948
Si 5.5022 0.0406 10.8084
Si 8.3467 2.9265 10.9628
Si 5.4124 5.3567 10.9992
Si 8.1659 8.0494 10.8401
Si 1.3532 1.4584 12.1552
Si 2.2145 4.9045 13.3615
Si 1.4058 6.7962 12.1905
Si 4.1176 9.6545 12.1307
Si 6.526 1.0826 12.7001
Si 8.2558 5.7012 13.7961
Si 5.6698 8.5042 13.4773
Si 9.455 9.4412 12.2115
Si -0.5602 2.9432 15.4542
Si 3.1147 0.5256 13.3827
Si -1.2757 7.2461 15.0236
Si 4.0157 3.8883 12.2441
Si 4.7649 2.2195 13.831
Si 10.8732 0.7988 16.3837
Si 4.5298 8.1082 15.5505
Si 9.6193 4.4228 12.2348
Si 0.435 3.2708 13.3466
Si 2.2939 -0.7115 15.1098
Si 6.577 8.9665 17.6226
Si 8.6727 9.5057 15.5229
Si 7.5496 4.2546 15.6414
Si 7.5464 -0.8663 13.5618
Si 6.7581 6.7798 12.3121
Si 11.0582 8.2484 13.5343
Si 27.3832 -41.0685 23.9032
Si 8.7859 15.5621 18.538
Si 3.3193 4.4616 22.6723
Si 13.5741 -7.2966 29.8389
Si 13.2383 -4.8961 26.834
Si 4.7474 10.8551 19.3438
Si -27.6249 8.2473 27.6098
Si 5.4064 5.8855 26.1151
Si 15.9227 12.5585 29.5581
Si 16.4414 -5.5741 20.9502
Si 11.0696 4.8782 16.6488
Si 2.2718 -0.2958 20.616
Si 3.089 -0.9269 25.8927
Si 7.9667 16.2815 27.6566
Si 8.74 2.5647 23.4162
Si 8.4192 -30.3673 20.6047
Si 1.3502 -26.2621 24.2192
Si 4.4257 -31.0032 26.4852
Si -4.6708 11.3205 21.8568
Si 21.08 -11.8337 28.8392
Si 48.1906 -7.7989 18.9406
Si 12.5882 3.0842 27.0901
Si 10.799 -20.7671 19.5534
Si -14.2144 18.0612 19.935
Si -30.5039 13.5211 20.5892
Si 12.6474 -1.6852 23.2165
Si 18.5716 8.4257 28.709
Si 9.9365 -11.2487 23.9379
Si -4.0251 6.0367 23.5334
Si 7.8519 19.6061 22.6052
Si 1.1896 18.461 29.3236
Si 20.3646 4.9608 24.9704
Si 13.9496 -5.6501 15.5077
Si 0.3402 -21.2646 26.5354
Si 26.8295 -18.0307 15.7786
Si 19.4212 2.2402 31.828
O -2.7259 4.4463 -2.796
O -8.046 2.6005 1.0904
O 1.8633 -3.9176 -6.1212
O 5.3887 0.3303 -1.3622
O 9.1208 -23.4925 -8.2326
O 19.6251 -1.3316 -3.4912
O 22.3902 2.1073 -5.3781
O -3.195 2.1331 -19.5238
O 1.2075 -14.1014 -8.5405
O 43.2822 -9.9734 -13.8008
O 20.7902 -32.9969 -16.0237
O 15.5844 -3.7064 -2.9869
O 12.5535 13.928 -3.0647
O 14.591 6.7501 -0.5877
O 11.618 10.6222 20.1285
O 10.4615 -4.5878 16.105
O 14.6199 -1.8571 27.0794
O 33.9326 -1.7642 14.4144
O 18.0605 13.7467 23.7227
O 3.5073 9.3563 15.8513
O 21.5921 11.2214 28.0404
O -16.8799 1.3048 27.9909
O 3.6388 -6.0741 29.3326
O 16.9148 6.6626 20.1958
O 14.5106 -4.1219 15.6428
O 24.9221 2.6253 26.5736
O 17.529 5.1964 22.1653
O 34.8634 3.6259 21.8569
O 5.4209 11.9735 23.1068
O 9.1912 33.6593 23.442
O -9.4244 4.637 26.7199
O -8.2112 12.0817 21.1468
O 10.3711 -6.1966 18.1385
O 11.2928 -26.2627 30.1408
O 4.8821 3.4575 17.4033
O 16.4207 4.0409 19.9369
O 16.554 -16.161 24.5513
O 23.8036 8.483 30.4011
O 26.7655 12.4155 19.0551
O 8.6338 13.8914 15.4401
O 2.4599 -34.0471 21.7944
O 14.7846 -16.2196 26.5883
O 7.6518 9.7763 16.757
O 2.839 -1.5644 24.4327
O 11.4466 10.2954 23.3749
O 12.7243 -27.6796 16.6271
O -8.8208 6.8056 28.2084
O 11.7111 -20.7676 31.9628
O 18.3508 19.0596 18.6952
O 25.4467 13.2218 30.1584
O 10.8162 5.7023 24.4858
O 9.0223 -7.8137 21.903
O 6.4928 -5.8037 27.0272
O 4.4314 -18.3032 23.3469
O 8.3792 3.3094 19.3434
O 8.2749 16.546 24.1732
O 21.0131 -0.1075 25.5365
O -5.4033 -19.3795 25.5246
O 8.2169 -2.9176 21.2026
O 29.6537 4.8045 17.1816
O -6.7703 -21.4871 25.7107
O 16.542 -2.9046 16.731
O 5.6391 -3.418 26.3317
O 11.5722 2.3825 19.9819
O 9.1423 -5.795 26.5704
O 21.0533 4.7602 31.8496
O -3.7475 -33.4219 22.3882
O 6.2453 -19.0442 29.6231
O 18.8854 6.968 28.0753
O 23.5172 26.0007 31.0113
O 13.362 -16.4315 23.7273
O 5.2078 10.5815 20.8613
O -1.3123 -7.4822 24.5176
O 7.0187 1.6136 21.0727
O -6.7906 16.3437 21.6464
O -2.3975 5.9149 19.5394
O -4.623 -1.808 28.2495
O 14.0992 10.3308 19.319
O 4.8308 4.2278 32.0641
O 31.1193 1.0259 20.2295
O 1.699 10.5448 26.4438
O -10.6987 -2.2797 28.6227
O -9.3806 -10.6518 16.1887
O -16.1631 31.8129 18.3033
O 3.0936 -18.5351 19.413
O -0.7162 -11.3542 30.3706
O -3.094 19.1184 30.314
O 6.8793 -14.1247 23.3564

Results
free energy: -134619.217 eV
free energy less fixed offsets of O -570.45, Si -639.56 eV per atom: 2.303 eV

Forces (eV/angstrom), in the order of the atoms: element, x, y, z
Si 0.0053 -0.0005 0.0483
Si 0.0323 -0.037 0.2074
Si -0.0277 0.0035 0.1386
Si 0.0072 0.0105 0.1175
Si 0.0187 -0.0305 0.0728
Si -0.0136 -0.02 0.1711
Si 0.0117 -0.0054 0.0257
Si -0.013 0.0211 0.0869
Si -0.0075 0.0361 0.1007
Si -0.0114 -0.0028 0.0563
Si 0.0051 0.0029 -0.0067
Si 0 0.0013 -0.0047
Si -0.0107 -0.0023 -0.0052
Si -0.005 -0.0049 0.0313
Si 0.0042 0.0038 -0.0061
Si -0.0034 -0.0002 -0.0041
Si 0.0033 -0.0044 -0.0035
Si -0.0041 0.0005 0.0002
Si -0.0003 -0.0013 0.0017
Si 0.0048 -0.0058 0.0018
Si -0.0027 0.0049 -0.0001
Si 0.0009 -0.0017 0.0008
Si -0.0016 -0.002 0.0008
Si -0.0003 -0.0088 -0.0005
Si -0.0032 0.0001 -0.0014
Si 0.0017 -0.003 -0.0017
Si 0.0046 -0.0006 0.0005
Si -0.0001 0.0013 0.0005
Si -0.0016 -0.0032 0.0016
Si 0.0025 -0.0008 0.0016
Si 0 -0.0018 -0.0011
Si 0.0026 0.0005 -0.0015
Si 0.0017 -0.0012 -0.0006
Si -0.0008 -0.0013 -0.0007
Si 0.0014 -0.0005 -0.0011
Si 0 -0.0016 0.0002
Si 0.0032 -0.0029 -0.0002
Si -0.0004 -0.0004 0.0014
Si 0.0002 -0.0002 -0.0006
Si 0.0014 -0.0016 -0.001
Si 0.0009 -0.0012 -0.0013
Si 0.0009 -0.0019 -0.001
Si 0.0023 0.0001 -0.0003
Si 0.0006 -0.0015 -0.0003
Si 0.0006 -0.0009 -0.0017
Si 0.0019 -0.0018 -0.0012
Si 0.0022 -0.0009 -0.001
Si 0.0023 -0.0015 -0.0017
Si 0.0026 -0.0029 -0.0013
Si 0.0004 -0.0005 -0.0016
Si 0.0008 0.0012 -0.0018
Si 0.0003 -0.0005 -0.0016
Si 0.0009 -0.0016 -0.0002
Si -0.0004 -0.0009 0.0006
Si -0.0001 -0.0004 -0.0016
Si -0.0015 0.0013 -0.0003
Si 0.0017 -0.0003 -0.0004
Si 0.0002 -0.0019 -0.0006
Si 0.0001 -0.0017 -0.0002
Si 0.0002 -0.0004 0.0011
Si 0.004 -0.0022 0.0034
Si 0.0012 0.0006 0.0028
Si 0.0008 -0.001 -0.0002
Si 0.0011 -0.0001 0.0014
Si 0.0011 -0.0038 -0.0004
Si 0.0029 0.0011 0.0009
Si -0.0026 0.0013 -0.0014
Si -0.001 -0.0021 0.002
Si 0.0033 0.004 -0.0002
Si 0.0024 -0.0038 0.0186
Si -0.0028 -0.0025 0.0012
Si -0.0007 -0.0017 0.0003
Si 0.0036 0.0057 -0.0044
Si -0.0012 0.0006 -0.0046
Si 0.0028 -0.0007 -0.0056
Si 0.0038 -0.0005 -0.0002
Si -0.0062 -0.0107 0.0017
Si -0.0003 -0.0017 -0.0046
Si -0.0056 -0.0023 0.0006
Si -0.0032 0.0024 -0.0041
Si -0.013 -0.0123 0.0314
Si 0.0071 -0.0009 -0.0005
Si 0.0254 -0.0254 0.0436
Si -0.0013 -0.0085 -0.0048
Si -0.0017 0.0003 -0.0014
Si -0.0076 0.0038 0.1827
Si 0.027 -0.0013 0.1222
Si 0.0018 0.0013 -0.0022
Si -0.0024 -0.0019 0.0066
Si -0.0039 0.0066 0.1058
Si -0.0055 -0.002 0.2669
Si -0.0128 0.0434 0.1137
Si 0.027 0.0012 0.1211
Si -0.0048 0.0086 -0.0065
Si 0.0078 0.0019 0.0017
Si 0.0197 0.0066 0.022
Si -0.0074 0.024 0.2868
Si -0.0569 -0.0279 0.2872
Si 0.0092 0.0353 0.2798
Si 0.0282 0.0436 0.1974
Si 0.0002 -0.0014 0.2794
Si -0.0412 0.0082 0.2384
Si 0.0413 -0.0272 0.2576
Si -0.0047 0.0306 0.2867
Si 0.0606 -0.0017 0.2411
Si -0.0171 0.0193 0.2853
Si -0.015 -0.011 0.1529
Si 0.0039 -0.0625 0.2474
Si 0.032 0.0085 0.2649
Si -0.0219 0.0034 0.3049
Si 0.0156 0.004 0.2705
Si -0.0266 -0.0145 0.2883
Si -0.0209 0.014 0.2555
Si -0.0375 -0.0197 0.2953
Si 0.0163 0.01 0.2589
Si -0.0227 -0.036 0.2424
Si -0.0219 -0.0132 0.3166
Si 0.0062 0.0108 0.2281
Si 0.016 -0.0058 0.2869
Si -0.0241 0.0228 0.2831
Si 0.0077 0.026 0.2437
Si 0.0008 -0.037 0.2926
Si 0.0212 0.0152 0.2336
Si 0.045 0.0209 0.2541
Si -0.0043 -0.0199 0.3019
Si 0.0172 0.0046 0.2634
Si -0.0177 0.0177 0.2398
Si 0.0113 0.027 0.2771
Si -0.0212 0.0051 0.0798
Si 0.0151 0.0328 0.2653
Si -0.0087 -0.0109 0.1329
Si 0.0058 -0.007 -0.0031
O 0.0305 0.0799 -0.2016
O -0.0007 -0.0001 -0.0337
O -0.0345 0.0116 -0.1782
O -0.0355 0.062 -0.1244
O -0.0538 -0.0318 -0.102
O 0.0004 0.0068 -0.0795
O -0.0193 -0.0241 -0.0848
O 0.012 0.0091 -0.0218
O -0.0008 0.0392 -0.1002
O -0.0004 0.0066 -0.2463
O -0.0279 -0.0404 -0.0645
O 0.0046 0.083 -0.1702
O -0.0329 -0.0266 -0.17
O 0.0233 -0.0356 -0.1027
O -0.0465 0.0425 -0.1096
O -0.0277 0.0491 -0.0753
O -0.0577 0.0485 -0.125
O -0.0217 -0.0209 -0.042
O 0.0223 -0.0111 -0.0932
O -0.0087 0.0075 -0.0621
O 0.0374 0.0471 -0.1605
O -0.0358 -0.0032 -0.2214
O -0.0418 -0.0174 -0.0849
O 0.036 0.0321 -0.1116
O -0.0042 -0.0164 -0.0386
O 0.0331 -0.0162 -0.0969
O -0.0386 -0.0223 -0.1896
O -0.0377 -0.0689 -0.1531
O 0.0233 -0.0592 -0.1505
O -0.0304 0.0354 -0.0941
O -0.0057 0.02 -0.0909
O -0.0062 0.0096 -0.0881
O 0.0644 -0.0023 -0.149
O 0.0062 0.0395 -0.1213
O 0.0251 0.0436 -0.2574
O -0.0176 -0.0693 -0.1536
O 0.0522 -0.0069 -0.2032
O -0.0434 -0.0132 -0.1312
O 0.006 0.0302 -0.089
O 0.006 0.008 -0.0414
O 0.0265 0.0656 -0.1904
O 0.0211 -0.0048 -0.0955
O 0.0633 -0.0021 -0.1323
O -0.0547 -0.0257 -0.1902
O 0.0194 -0.0096 -0.1016
O 0.0233 0.0045 -0.0782
O 0.0393 -0.0557 -0.1772
O -0.0134 -0.0144 -0.0539
O -0.0342 0.0627 -0.1628
O -0.0122 -0.003 -0.0716
O 0.0153 0.0066 -0.089
O -0.0092 -0.0074 -0.2033
O -0.0499 0.0077 -0.1337
O -0.0431 0.0311 -0.1158
O 0.0204 0.0874 -0.1567
O -0.0593 0.0259 -0.1246
O -0.0517 -0.0338 -0.1929
O 0.0446 0.026 -0.1941
O -0.0124 -0.0614 -0.1939
O -0.046 -0.0141 -0.1817
O -0.0022 -0.0099 -0.0941
O -0.0492 -0.0171 -0.1286
O 0.0053 -0.0452 -0.1252
O -0.037 -0.0184 -0.0938
O 0.0606 -0.0226 -0.2039
O 0.0317 0.0219 -0.0624
O -0.0301 0.0317 -0.0947
O -0.0559 -0.0384 -0.0868
O 0.0043 -0.0565 -0.1021
O 0.0383 -0.0439 -0.0953
O 0.0569 -0.0634 -0.1358
O -0.0443 -0.0139 -0.1621
O -0.0299 -0.0574 -0.1217
O 0.0289 0.0253 -0.1085
O 0.0482 0.0137 -0.1307
O 0.0385 -0.0558 -0.1241
O -0.0446 -0.0037 -0.0954
O 0.0414 -0.0019 -0.1089
O 0.0225 0.0189 -0.0715
O 0.0421 -0.0137 -0.1081
O 0.0204 -0.0187 -0.0901
O -0.006 0.0155 -0.0794
O 0.0339 -0.0177 -0.0799
O 0.0505 -0.051 -0.1346
O 0.0535 0.0155 -0.1304
O 0.0132 -0.0496 -0.1704
O 0.01 -0.014 -0.1852
O 0.0228 0.0451 -0.1087

The program warned: the cutoff lies below the one the program advises for these potential files; the forces do not sum to zero within the program's tolerance; empty levels may hold ghost states of the PAW files; the exchange-correlation potential is rough where the density is thin.
